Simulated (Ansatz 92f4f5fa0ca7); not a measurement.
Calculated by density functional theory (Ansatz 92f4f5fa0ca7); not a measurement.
Periodic cell of 247 atoms, Si165O82, from a study of silicon, its oxide and their interface. The atomic structure is a simulated model.
Doubt: the cutoff is far below the 930 eV that the study's wrapper takes by default for these files, so forces and energies are approximate.

Settings
functional: PBE
potential files: Ansatz PAW
basis: plane waves
wave-function cutoff: 580 eV
density cutoff ratio: 5
exchange-correlation grid ratio: 1
k mesh: 1 x 1 x 1, Gamma-centred
self-consistency stop: 5e-08 eV per atom in the density residual
occupations: fixed
spin: none
net charge: 0

Cell vectors (angstrom)
a  10.938  0  0
b  0  10.938  0
c  0  0  37.0988

Atoms: element, x, y, z (angstrom)
Si  0  0  0.683
Si  5.469  0  0.683
Si  2.7345  2.7345  0.683
Si  8.2035  2.7345  0.683
Si  0  5.469  0.683
Si  5.469  5.469  0.683
Si  2.7345  8.2035  0.683
Si  8.2035  8.2035  0.683
Si  1.3673  1.3673  2.0503
Si  6.8362  1.3673  2.0503
Si  4.1018  4.1018  2.0503
Si  9.5708  4.1018  2.0503
Si  1.3673  6.8362  2.0503
Si  6.8362  6.8362  2.0503
Si  4.1018  9.5708  2.0503
Si  9.5708  9.5708  2.0503
Si  2.7345  0  35.0473
Si  8.2035  0  35.0473
Si  0  2.7345  35.0473
Si  5.469  2.7345  35.0473
Si  2.7345  5.469  35.0473
Si  8.2035  5.469  35.0473
Si  0  8.2035  35.0473
Si  5.469  8.2035  35.0473
Si  4.1018  1.3673  36.4146
Si  9.5708  1.3673  36.4146
Si  1.3673  4.1018  36.4146
Si  6.8362  4.1018  36.4146
Si  4.1018  6.8362  36.4146
Si  9.5708  6.8362  36.4146
Si  1.3673  9.5708  36.4146
Si  6.8362  9.5708  36.4146
Si  0.1898  -0.2318  26.9369
Si  4.8119  0.6132  26.8453
Si  3.0958  2.3373  27.0818
Si  7.8318  3.1688  26.7062
Si  -0.6008  5.943  27.0406
Si  5.6124  5.4254  26.9653
Si  2.3681  8.4374  26.9206
Si  8.6567  7.7107  27.026
Si  1.3359  1.3512  28.2756
Si  6.7125  1.4721  28.0168
Si  4.0597  4.1518  28.2352
Si  9.42  4.1479  28.2121
Si  1.2155  6.8784  28.2509
Si  6.8601  6.8724  28.2999
Si  4.0175  9.6671  28.1066
Si  9.5536  9.5292  28.2414
Si  2.6906  -0.0184  29.6425
Si  8.1  0.0526  29.4212
Si  -0.0748  2.7753  29.5206
Si  5.4739  2.7972  29.5851
Si  2.6456  5.5034  29.5467
Si  8.138  5.4695  29.7004
Si  -0.0431  8.2452  29.7023
Si  5.4259  8.3084  29.4965
Si  4.0921  1.3939  30.9275
Si  9.4989  1.3782  30.8622
Si  1.3074  4.1194  30.9282
Si  6.7888  4.1068  31.0298
Si  4.0623  6.8851  30.8769
Si  9.5344  6.8466  31.0123
Si  1.3502  9.5819  31.0329
Si  6.7981  9.6357  30.8972
Si  -0.0575  0.0377  32.2991
Si  5.4493  0.0313  32.3056
Si  2.7037  2.7495  32.2858
Si  8.189  2.7254  32.3218
Si  -0.0199  5.4765  32.339
Si  5.4105  5.5127  32.3084
Si  2.735  8.2049  32.3364
Si  8.1526  8.2441  32.3025
Si  1.3514  1.3737  33.6672
Si  6.8308  1.3607  33.6873
Si  4.0773  4.1056  33.6702
Si  9.5653  4.0903  33.687
Si  1.3692  6.8298  33.6909
Si  6.818  6.8482  33.6736
Si  4.1109  9.5781  33.6815
Si  9.5525  9.5755  33.6742
Si  2.7167  -0.0172  3.4231
Si  8.2334  0.039  3.4006
Si  0.0056  2.7449  3.4413
Si  5.463  2.7329  3.4038
Si  2.7336  5.4663  3.429
Si  8.2155  5.435  3.4184
Si  0.0296  8.1993  3.395
Si  5.4989  8.2225  3.432
Si  4.0805  1.3768  4.7546
Si  9.5633  1.3901  4.8277
Si  1.3879  4.0854  4.8313
Si  6.8715  4.0273  4.7925
Si  4.1314  6.821  4.7781
Si  9.6937  6.7424  4.7236
Si  1.3501  9.5535  4.8147
Si  6.9279  9.5964  4.7652
Si  -0.0665  -0.0276  6.1792
Si  5.5365  0.0873  6.0672
Si  2.6936  2.6639  6.1965
Si  8.2002  2.7053  6.288
Si  0.0449  5.4253  6.2539
Si  5.4961  5.389  6.0966
Si  2.7562  8.1815  6.1499
Si  8.3849  8.1605  5.9861
Si  1.2577  1.3178  7.5809
Si  6.8105  1.3098  7.687
Si  4.163  3.995  7.4884
Si  9.526  4.1371  7.6689
Si  1.4799  6.7935  7.6029
Si  6.9678  6.8397  7.2386
Si  4.1762  9.6506  7.3371
Si  9.6097  9.4476  7.556
Si  3.6087  1.8163  10.2166
Si  7.6292  -0.7224  8.7167
Si  -0.1481  2.6638  9.0433
Si  5.51  2.8014  9.0887
Si  3.0606  5.5413  8.8594
Si  8.2548  5.7607  8.9083
Si  0.3093  8.2659  9.0295
Si  5.8621  8.4791  8.4477
Si  2.8702  0.0565  8.757
Si  10.046  1.107  11.6253
Si  2.3341  3.8756  10.4488
Si  6.4113  4.8237  10.0716
Si  4.9135  6.7034  9.7625
Si  9.469  7.4217  10.2633
Si  2.1213  9.3585  10.293
Si  8.3577  9.4939  10.7967
O  -3.957  8.5364  14.3173
O  4.756  8.4194  12.5899
O  9.776  6.7722  11.7635
O  2.2362  10.2957  13.4843
O  2.3288  4.2062  12.0807
O  -1.6424  -0.3521  11.6289
O  13.9356  5.4287  14.423
O  7.1568  -1.9856  11.7744
O  6.6509  15.2218  26.3898
O  8.4188  2.9149  25.1759
O  2.84  7.6802  25.5395
O  2.4903  2.8529  25.6134
O  10.4408  11.3546  25.5859
O  -0.3034  5.362  25.4937
O  1.3051  9.598  26.4107
O  5.1085  6.3235  25.6779
Si  10.476  -3.9551  13.2141
Si  -1.2841  8.8534  17.7347
Si  3.7271  7.7922  11.4226
Si  -2.966  6.4336  22.574
Si  -2.2814  8.1901  24.7265
Si  2.7515  2.3261  24.0964
Si  6.0849  5.7984  16.4819
Si  6.8696  3.9373  21.3701
Si  -6.7092  2.0461  16.9634
Si  2.1294  5.5177  13.0293
Si  2.053  0.0324  11.9943
Si  14.1075  6.6484  15.5218
Si  1.552  -0.1678  22.7509
Si  8.0003  7.5214  19.7951
Si  2.2265  5.0266  22.8809
Si  8.1301  7.8304  15.2606
Si  7.7835  4.812  18.6087
Si  5.2126  0.756  24.4842
Si  9.9377  4.0067  16.5503
Si  6.6636  4.8495  12.3863
Si  3.6469  10.2729  18.1707
Si  -2.2696  3.0834  13.7907
Si  3.936  6.8397  24.6803
Si  2.2485  1.1597  20.0699
Si  0.7639  6.3801  17.618
Si  12.5478  -1.9614  14.2101
Si  4.9155  -2.6864  19.8427
Si  7.9674  13.0545  23.812
Si  2.8098  5.8479  19.8303
Si  -6.5957  3.3097  19.6628
Si  5.9559  14.1662  14.6409
Si  10.4473  6.0296  24.0159
Si  6.3429  8.0777  12.8737
Si  4.2033  9.2037  22.7209
Si  -1.0681  -0.0702  24.1265
Si  0.9619  -0.7316  16.8261
Si  1.3063  2.0243  17.3283
O  3.3667  1.0253  11.7041
O  4.1781  11.3562  17.0727
O  9.4335  2.0407  12.8103
O  8.5449  6.201  18.9985
O  3.2978  5.5171  23.997
O  2.1422  3.4069  23.0476
O  1.4119  0.645  21.3471
O  -1.0658  12.6979  10.1141
O  0.5508  5.7123  13.4556
O  10.1453  7.6245  24.2464
O  6.2756  4.5525  15.4925
O  7.7372  3.9208  19.9783
O  2.6421  5.4301  21.3821
O  10.8027  7.7019  17.8446
O  3.3071  0.0148  19.6105
O  2.2729  -1.3373  17.5998
O  2.024  0.8819  23.9058
O  2.7376  2.7521  17.0178
O  1.3444  5.9135  19.0863
O  5.3854  3.4815  20.9017
O  -6.2743  6.5567  16.1915
O  8.4698  7.4168  21.3559
O  1.2442  0.7736  16.2972
O  9.249  1.2203  23.3528
O  -2.2665  9.7809  24.3725
O  -3.6012  2.3588  14.4408
O  -0.3961  -0.7154  17.7382
O  4.3575  2.0498  23.9013
O  8.1587  4.3572  12.8886
O  5.5598  3.838  13.1472
O  0.7549  3.6607  10.0016
O  7.3621  6.7489  16.1924
O  4.9229  -0.5594  23.5732
O  -0.2129  5.4055  16.7561
O  0.8149  5.7691  23.1252
O  3.6359  7.2474  19.7827
O  0.0924  -0.7232  23.1881
O  0.6959  11.8954  11.9558
O  6.3009  5.2227  18.007
O  8.6732  8.8053  19.0436
O  4.4765  7.7942  23.4848
O  -1.626  7.1336  14.3527
O  0.6934  9.3237  15.499
O  -6.0555  2.3635  15.5018
O  -5.9461  2.5755  18.33
O  7.5151  7.4097  23.8162
O  10.9393  2.9038  17.1369
O  2.0995  6.5775  16.724
O  -1.7632  5.465  23.1424
O  3.7325  4.7154  19.1203
O  6.3736  -3.3865  19.7379
O  6.5104  6.4422  12.8007
O  2.5998  -1.4105  22.6124
O  4.8664  9.0957  21.2394
O  7.502  2.973  22.5111
O  -4.146  5.4484  22.0203
O  -2.3494  3.9933  17.4606
O  3.1284  2.4823  20.3727
O  -2.1392  8.8521  16.3367
O  2.6328  6.7986  12.1457
O  4.8007  -1.7523  18.5003
O  2.8638  8.0461  14.7182
O  0.5149  -2.6345  13.19
O  9.6146  3.6532  14.9934
O  1.2129  1.4812  18.8637
O  -4.1634  12.0585  24.2771

Results
free energy: -151526.878 eV
free energy less fixed offsets of O -568.88, Si -635.61 eV per atom: -3.068 eV

Forces (eV/angstrom), in the order of the atoms: element, x, y, z
Si  0.0043  -0.0258  -0.0214
Si  0.0322  -0.0115  0.0037
Si  0.0036  -0.0044  0.0142
Si  0.0218  -0.0154  -0.0188
Si  0.0097  -0.0238  0.0105
Si  -0.0476  0.0183  -0.0006
Si  0.0655  -0.1272  -0.0173
Si  -0.0057  -0.0048  0.0198
Si  -0.0833  -0.0045  0.1219
Si  -0.063  0.0314  -0.1318
Si  -0.0088  0.0982  -0.0233
Si  0.0682  -0.1465  -0.0787
Si  0.2052  -0.0296  -0.1625
Si  0.1041  -0.0667  0.1644
Si  0.0015  -0.0483  0.0997
Si  0.1117  0.0313  -0.0079
Si  -0.0877  0.0232  -0.1139
Si  -0.038  -0.0211  0.0877
Si  0.031  0.0114  0.0797
Si  -0.0726  0.0972  -0.0872
Si  -0.0368  -0.0625  0.1306
Si  -0.1155  0.0456  -0.1043
Si  -0.0468  0.0561  -0.0723
Si  -0.0065  0.048  0.0736
Si  -0.0365  0.0286  -0.0074
Si  -0.0231  -0.0179  -0.0064
Si  -0.0109  0.0253  0.0196
Si  -0.0074  0.0442  0.0135
Si  0.0151  0.0575  -0.0272
Si  0.0085  0.0214  -0.0066
Si  0.0026  0.048  0.0131
Si  -0.0286  -0.0215  0.0078
Si  0.0008  -0.006  0.0021
Si  0.0035  -0.0016  0.0014
Si  -0.0005  0.0046  -0.0025
Si  -0.0005  0.0056  -0.0024
Si  0.005  -0.0043  -0.0008
Si  0.0069  -0.0033  -0.0055
Si  0.0022  0.0055  0.0031
Si  -0.0038  0.0015  0.0013
Si  -0.003  -0.0066  -0.0017
Si  -0.0069  0.0051  -0.0001
Si  0.0015  -0.0014  0.0015
Si  -0.01  0.0013  -0.0039
Si  -0.003  0.0076  -0.0013
Si  -0.0007  -0.0002  -0.003
Si  -0.0058  0.0038  -0.001
Si  0.0039  0.0007  -0.0012
Si  0.0004  0.0015  -0.0092
Si  0.002  -0.0016  0.0028
Si  0.0021  0.0001  0.0023
Si  0.0023  -0.0007  -0.0094
Si  0.0015  -0.0015  0.0015
Si  0.0022  -0.0034  -0.0085
Si  0.0016  -0.0025  -0.0095
Si  0.0011  -0.003  0.001
Si  -0.0007  -0.0015  0.0066
Si  -0.0009  -0.0011  -0.0029
Si  0.0001  -0.0007  0.0003
Si  -0.0014  -0.0004  0.0056
Si  -0.0001  0.0004  -0.003
Si  -0.0019  -0.0004  0.0074
Si  -0.002  -0.0012  0.0084
Si  -0.0004  0  -0.0006
Si  0.0005  0.0011  -0.0007
Si  -0.0005  -0.0003  -0.0008
Si  -0.0005  0.0025  -0.0002
Si  0  0.0003  -0.0005
Si  -0.0004  -0.0006  -0.0006
Si  -0.0001  0.0005  0
Si  0.0006  -0.0008  -0.0002
Si  0.0003  0.0008  -0.0004
Si  0.0013  -0.0012  -0.0003
Si  -0.0013  0.0008  0
Si  0.0007  -0.0005  0
Si  -0.0002  0.0004  0.0001
Si  -0.0011  0.0007  -0.0001
Si  0.0014  -0.0003  -0.0002
Si  -0.001  0.0011  0.0001
Si  0.0007  -0.0011  0.0001
Si  0  0.0011  -0.0009
Si  0.0006  -0.001  0.0016
Si  0.0001  -0.0013  0.0021
Si  0.0003  0.0023  -0.0013
Si  -0.0001  0.0002  0.0021
Si  -0.0015  -0.0006  -0.0016
Si  0.0015  0.0006  -0.0023
Si  0  -0.0007  0.0015
Si  0.0012  -0.002  0.0011
Si  -0.0018  0.0009  0
Si  0.0003  -0.0001  -0.0005
Si  -0.0014  -0.0009  0.0024
Si  -0.0008  -0.0003  0.0017
Si  0.0043  -0.0053  -0.0033
Si  -0.0017  0.0006  0.0029
Si  0.002  0.0002  -0.0018
Si  -0.002  0.0012  -0.0055
Si  0.0011  -0.0047  0.0003
Si  -0.0094  -0.0032  0.0007
Si  0.0009  -0.0028  0.002
Si  0.0001  -0.0028  0.0015
Si  -0.0032  0.0021  -0.0047
Si  0.0039  -0.0019  0.0034
Si  -0.007  0.0124  0.0051
Si  0.0104  -0.0006  -0.0052
Si  -0.0034  0.0045  -0.0016
Si  0.0052  0.0033  0.0071
Si  -0.0033  0.0008  -0.0016
Si  0.0002  0.0004  0.0006
Si  -0.0015  -0.0015  0.007
Si  -0.0019  0.0004  -0.0014
Si  0.0065  -0.0045  0
Si  -0.0015  -0.0022  0.0031
Si  -0.0057  -0.0016  -0.0069
Si  -0.0076  -0.0034  0.0049
Si  0.0022  0.0019  -0.0021
Si  -0.004  -0.0037  -0.0095
Si  0.0024  0.0003  -0.0007
Si  -0.0006  0.0059  -0.0035
Si  0.0046  0.004  -0.0082
Si  -0.0016  -0.0018  -0.0008
Si  -0.0007  0.0016  0.0029
Si  0.0049  0.0003  0.0072
Si  0.0037  -0.0023  0.0002
Si  0.0095  -0.0036  -0.0084
Si  -0.0041  0  -0.0104
Si  -0.0006  -0.0071  -0.0042
Si  0.0137  0.003  0.0088
O  -0.0002  -0.0001  0.004
O  -0.0063  -0.0011  -0.0051
O  -0.0006  -0.007  -0.011
O  0.0045  0.0035  0.0017
O  0.0044  -0.0033  -0.0012
O  -0.0029  -0.0054  -0.0017
O  -0.0018  -0.0032  -0.003
O  -0.0085  -0.001  -0.0003
O  0.0014  0.0007  0.0065
O  -0.0011  0.0032  0.0083
O  -0.0104  0.004  0.001
O  0.0032  -0.0027  0.005
O  0.0032  0.0019  0.0026
O  -0.0011  0.0006  0.0113
O  -0.0013  0.0028  0.0086
O  0.0079  -0.0044  0.0069
Si  0.0035  0.0089  0.0083
Si  0.0024  0.0014  0.0007
Si  0.0006  0.012  0.0157
Si  -0.0023  -0.0007  0.0049
Si  -0.0002  -0.001  0.002
Si  0.0004  -0.0015  0.0002
Si  -0.0002  -0.0022  0
Si  0.0001  -0.0005  0.0007
Si  -0.0007  0.0024  -0.0009
Si  0.0061  0.0046  0.0002
Si  -0.0008  -0.0009  -0.0035
Si  -0.0008  -0.0012  0.0002
Si  -0.0013  0.0004  0.0046
Si  0.0012  -0.0001  -0.0029
Si  0.0062  -0.0017  -0.0088
Si  -0.0016  -0.0013  0.0038
Si  0.0022  -0.0009  -0.0032
Si  -0.0048  -0.0017  0.0021
Si  -0.0281  0.0209  -0.0015
Si  -0.0028  -0.0045  -0.0041
Si  0.0008  0.0014  -0.0009
Si  -0.0081  0.0018  -0.0018
Si  0.0067  0.0089  0.0018
Si  -0.0002  0.0031  -0.002
Si  -0.0024  0.0011  -0.0018
Si  -0.0037  -0.0056  0.0003
Si  0.0022  -0.0012  0.0001
Si  -0.0023  0.0013  0.0015
Si  0.0011  -0.0018  0.0021
Si  0.0008  -0.0026  -0.0002
Si  0.0012  -0.0006  0.0005
Si  -0.0058  0.001  -0.0048
Si  -0.0028  -0.0056  -0.0007
Si  0.0018  0.0007  0.0093
Si  0.0014  -0.0033  -0.0016
Si  0.0026  -0.0014  0.0006
Si  0.0112  -0.0026  0.0052
O  -0.0012  0.0052  -0.0011
O  -0.0002  0.0006  0
O  0.0068  -0.0098  -0.0067
O  -0.0003  0.0002  0.0031
O  0.0086  -0.0076  -0.0046
O  -0.0011  -0.0044  -0.003
O  -0.0005  -0.0007  -0.0014
O  0.0036  0.0025  -0.0106
O  0.0056  -0.0093  0.0069
O  -0.0003  0.0008  -0.0007
O  0.0005  -0.0071  -0.0023
O  -0.001  -0.0015  0.0035
O  -0.0021  -0.0015  -0.0022
O  -0.0003  0.0028  0.0003
O  -0.0008  0.0008  0.0013
O  -0.003  -0.0017  -0.0004
O  -0.0006  0.0007  -0.0017
O  0.0037  0.0011  0.0014
O  0.0054  -0.0026  0.0057
O  0.0012  -0.0008  0.0007
O  -0.0012  0.0018  0.0017
O  0.0012  0.0002  -0.0031
O  0.0039  -0.0144  -0.0055
O  0.0013  0.0005  -0.0021
O  -0.0006  0.0011  -0.0009
O  -0.0015  -0.0002  0.0025
O  -0.0002  -0.0039  0.0006
O  -0.0003  0.0002  -0.0001
O  -0.0004  0.003  0.0012
O  0.0012  0.0032  -0.0008
O  -0.0043  0.0052  0.0062
O  0.005  0.0053  -0.0031
O  0.0003  -0.0023  -0.0024
O  0.0066  0.0169  0.0029
O  -0.0115  0.0057  0.0013
O  -0.0003  -0.0005  0.0004
O  -0.0007  0.0028  -0.0003
O  0.0032  -0.0002  0.0022
O  -0.001  0.0002  0.0004
O  -0.0002  -0.0022  0.0007
O  -0.0005  0.0008  0.0012
O  -0.0019  0.0005  0.0035
O  0.0034  -0.0022  -0.0008
O  0.0012  0.0029  -0.0004
O  -0.0011  -0.0005  -0.0022
O  0.0022  0.0009  0.0005
O  0.0144  -0.0331  0.0122
O  0.0059  0.0002  -0.0013
O  0.002  -0.0049  -0.0017
O  -0.0023  0.0062  0.0013
O  -0.0002  0.0002  0.0006
O  0.0009  0.0051  0.0016
O  -0.002  -0.0003  -0.0025
O  0.0022  -0.001  -0.0014
O  0.0012  -0.0028  0.001
O  -0.0003  0.0009  -0.0018
O  -0.0041  0.0012  0.0054
O  -0.0025  -0.0023  -0.0005
O  -0.002  -0.0026  -0.0003
O  -0.0027  -0.0076  0.0039
O  0.0027  0.0003  0.0028
O  -0.0007  0.0019  0
O  0.0008  -0.0005  0.0006
O  -0.0029  -0.0037  -0.0187
O  0.0024  -0.0009  0.0071
O  0.0048  -0.0011  -0.0025

The program warned: the cutoff lies below the one the program advises for these potential files; the forces do not sum to zero within the program's tolerance; the exchange-correlation potential is rough where the density is thin.
